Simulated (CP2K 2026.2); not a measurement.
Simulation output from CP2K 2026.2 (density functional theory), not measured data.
Periodic cell of 1043 atoms, Si736O307, from a study of silicon, its oxide and their interface. The atomic structure is a simulated model.
Doubt: the forces sum to 3.17 eV/angstrom along one axis rather than to zero, so they err by at least 0.0030 eV/angstrom per atom on average; the grid cutoff is modest.

Settings
functional: PBE
method: Gaussian and plane waves
basis set: DZVP-MOLOPT-SR-GTH
pseudopotentials: GTH-PBE
grid cutoff: 350 Ry, relative cutoff 50 Ry
k points: Gamma only
occupations: fixed
spin: none
net charge: 0

Cell vectors (angstrom)
a	30.7742	0	0
b	0	15.3871	0
c	4.943	4.0112	39.1939

Atoms and the computed forces on them: element, x, y, z (angstrom), force x, y, z (eV/angstrom)
Si	31.6414	3.9808	31.1293	0.1479	-0.0221	0.6682
Si	31.1989	6.9544	30.5283	0.0292	0.0904	0.1501
Si	31.7049	12.1842	30.9941	0.1951	-0.0559	0.6838
Si	32.6183	15.645	33.3147	0.2088	-0.1872	0.6767
Si	34.9506	3.9605	33.2588	-0.2137	0.0513	0.6841
Si	5.2157	7.8065	31.1036	-0.303	-0.046	0.6245
Si	5.2439	10.9144	30.2945	-0.0532	0.0077	0.2351
Si	5.727	15.8334	30.4647	-0.0305	0.1085	0.2235
Si	8.6264	3.7024	31.0559	0.266	0.2402	0.6273
Si	8.2874	7.8954	31.106	0.3295	-0.1651	0.5762
Si	8.2321	10.9831	30.3099	0.0283	0.0926	0.1364
Si	8.7205	15.9005	30.8992	0.3042	-0.3977	0.7356
Si	13.4876	3.5239	30.4644	-0.1213	-0.0349	0.1557
Si	13.3813	7.7894	30.7515	-0.0395	0.0434	0.1419
Si	13.5206	10.7854	30.5226	-0.1267	-0.0508	0.0754
Si	13.0368	15.8627	30.3885	0.0311	0.0646	0.1645
Si	5.6469	3.6168	30.4561	-0.0356	-0.0233	0.2117
Si	4.2153	7.8133	33.2076	-0.0162	-0.0223	0.0307
Si	34.9307	11.7006	33.1497	-0.256	-0.0479	0.6583
Si	4.2583	15.5516	33.3163	-0.2887	0.0187	0.7129
Si	8.8418	17.4338	34.4138	-0.0213	0.0077	-0.0033
Si	9.325	7.7555	33.2138	-0.0439	-0.0074	0.0118
Si	9.3883	11.6841	33.0694	0.2713	-0.0995	0.6245
Si	9.3635	15.4868	33.1547	-0.0132	0.0185	-0.0057
Si	11.8981	3.9404	33.2324	-0.2986	-0.0288	0.6367
Si	11.719	7.7092	33.2902	-0.1819	0.1404	0.7017
Si	12.4727	13.5157	34.2653	0.0152	-0.0307	-0.1232
Si	11.7502	15.5258	33.2498	-0.1501	-0.1015	0.7456
Si	17.1639	3.9506	33.1226	0.0189	-0.0256	0.0206
Si	17.2328	7.8396	33.039	0.1246	-0.0272	0.5968
Si	17.0728	11.7216	33.1879	0.0258	0.0289	0.0174
Si	19.6345	15.1092	28.1137	-0.0378	-0.0504	0.0324
Si	4.779	5.9005	34.4586	0.0335	-0.0067	-0.0811
Si	4.7588	9.7724	34.4072	0.0099	-0.0079	-0.101
Si	4.7974	13.5769	34.453	0.0118	0.0175	-0.1015
Si	4.8098	17.4742	34.5402	0.0071	-0.0543	-0.0894
Si	8.8178	5.859	34.4792	-0.0278	0.0117	-0.0563
Si	8.7841	9.7545	34.3533	-0.0048	-0.0022	-0.0862
Si	8.8116	13.5623	34.3836	-0.0411	-0.0303	-0.0649
Si	9.4618	3.9916	33.2019	0.0618	0.0191	0.0537
Si	12.4451	5.8447	34.5113	-0.0298	-0.0218	-0.1059
Si	12.429	9.7101	34.349	0.014	0.0181	-0.1341
Si	11.8201	11.566	32.9937	-0.167	0.072	0.6623
Si	12.4363	17.4116	34.4917	0.0191	0.0098	-0.0882
Si	16.5384	5.9164	34.2902	-0.0128	0.0274	-0.0694
Si	16.5105	9.7268	34.3076	-0.0193	0.0124	-0.0606
Si	16.5048	13.649	34.3974	-0.0152	0.0034	-0.0101
Si	16.5004	17.4382	34.3514	-0.0333	-0.0033	-0.0628
Si	33.7309	5.9335	35.9356	-0.0051	-0.0146	-0.0419
Si	33.7003	9.784	35.8761	-0.0193	0.0107	-0.0455
Si	33.7441	13.6267	35.9343	-0.0277	0.0103	-0.0246
Si	33.7685	17.4821	36.0231	-0.0257	-0.0015	-0.0066
Si	6.7952	5.8886	35.6946	-0.0126	0.0012	0.0364
Si	6.7892	9.7623	35.6384	-0.0086	-0.0032	0.0381
Si	6.8192	13.5782	35.672	-0.0086	-0.0024	0.0181
Si	6.8504	17.4608	35.7048	-0.0096	0.0085	0.0199
Si	10.626	5.8621	35.9764	-0.0406	-0.0028	-0.0372
Si	10.615	9.7542	35.8515	-0.0096	0.0039	-0.0184
Si	10.6737	13.55	35.8229	-0.0064	-0.0102	-0.0186
Si	10.6183	17.4298	35.9545	-0.0336	-0.0153	-0.0669
Si	14.5347	5.8944	35.6181	0.0026	0.0014	0.023
Si	14.4827	9.7203	35.5735	-0.0169	0.0031	0.0313
Si	14.466	13.5798	35.5921	-0.029	0.0247	0.0119
Si	14.5009	17.4329	35.6423	-0.0182	0.0007	0.0228
Si	33.7367	4.0328	37.2923	0.0122	-0.0109	0.0327
Si	33.7266	7.8706	37.2244	0.0106	0.0022	0.0152
Si	33.7173	11.6878	37.2291	0.0047	0.013	0.0164
Si	33.7536	15.529	37.281	0.0179	0.0017	0.0515
Si	6.8142	3.9842	37.0991	-0.0028	-0.0025	0.0029
Si	6.8037	7.8409	37.0468	0.0057	-0.0017	-0.0279
Si	6.8067	11.6631	37.0583	-0.0034	0.0136	-0.0049
Si	6.8256	15.5115	37.0596	-0.0061	-0.0018	-0.0195
Si	10.6364	3.9516	37.2874	-0.0101	0.0012	0.0346
Si	10.64	7.8382	37.2096	0.0069	0.0138	0.0195
Si	10.6492	11.6606	37.1937	0.0145	0.0021	0.0233
Si	10.6606	15.4644	37.1966	0.0239	0	0.0131
Si	14.5173	3.9743	37.0263	-0.0206	0.0065	-0.0213
Si	14.5073	7.82	37.0056	-0.0066	0.0091	-0.0093
Si	14.4927	11.651	36.9835	0.013	-0.0142	-0.0157
Si	14.4922	15.4951	37.0136	0.002	-0.0091	-0.0077
Si	4.9335	4.0016	38.5389	0.019	0.0016	0.0236
Si	4.9199	7.8522	38.4939	0.0372	-0.0048	0.0263
Si	4.9165	11.6773	38.4948	0.026	0.0095	0.0244
Si	4.9526	15.5222	38.5226	0.002	0.0091	0.0186
Si	8.681	3.9778	38.5468	-0.0232	-0.0029	0.0342
Si	8.6853	7.8361	38.4945	-0.0328	0.0062	0.0247
Si	8.6951	11.6678	38.4874	-0.0216	-0.0133	0.0396
Si	8.7074	15.4904	38.4925	-0.0305	0.003	0.0289
Si	12.6377	3.9715	38.4897	0.0149	-0.0074	0.0169
Si	12.622	7.8249	38.4618	0.0207	0.0119	0.0166
Si	12.6221	11.6567	38.4561	0.0223	-0.002	0.0187
Si	12.622	15.5016	38.4744	0.0191	0.0078	0.0116
Si	16.3872	3.9698	38.4743	-0.0164	0.0014	0.0323
Si	16.3846	7.8232	38.4581	-0.0202	-0.0035	0.0277
Si	16.3734	11.6633	38.4442	-0.0378	-0.0046	0.0255
Si	16.378	15.4998	38.4623	-0.0348	0.0064	0.0347
Si	30.6855	1.9097	11.5934	0.0252	-0.0053	-0.017
Si	30.7307	5.7748	11.5771	0.0174	-0.0099	-0.027
Si	30.7059	9.5986	11.5987	-0.0029	-0.0034	-0.0131
Si	30.7658	13.4423	11.6161	0.0197	0.0092	-0.0037
Si	3.7815	1.8927	11.5981	-0.0121	-0.0075	-0.0365
Si	3.7608	5.7358	11.5883	-0.0088	-0.0113	-0.0106
Si	3.797	9.6118	11.5585	0.0069	-0.0062	-0.0052
Si	3.8069	13.4909	11.6381	0.0026	0.0085	-0.0226
Si	7.6003	1.8591	11.4966	-0.009	-0.0072	-0.015
Si	7.6057	5.7112	11.4727	-0.0014	0.0038	-0.0284
Si	7.6051	9.5934	11.4864	-0.0069	-0.0233	-0.0177
Si	7.6237	13.4482	11.5411	0.0013	-0.0255	-0.0379
Si	11.5176	1.8538	11.4825	0.0106	0.017	-0.0159
Si	11.4998	5.7195	11.4408	-0.0055	-0.0156	-0.0152
Si	11.4969	9.5681	11.4804	0.0037	0.018	-0.0149
Si	11.5054	13.4159	11.4867	-0.0006	0.006	-0.0289
Si	28.7567	1.9469	12.9684	-0.0256	0.0067	0.085
Si	28.7713	5.8071	12.8745	-0.0115	0.0393	0.012
Si	28.7487	9.5916	12.9446	-0.0117	-0.0048	-0.0137
Si	28.779	13.4365	12.8755	-0.009	-0.0326	-0.0121
Si	1.8362	1.8998	12.9497	0.0009	0.0018	0.0019
Si	1.8459	5.7361	13.0016	0.0213	0.0165	0.0245
Si	1.8845	9.5914	12.9281	-0.0075	-0.0076	0.0016
Si	1.9058	13.502	13.052	-0.0272	-0.0058	0.0363
Si	5.7266	1.8556	12.9402	0.0192	0.0044	0.0529
Si	5.7212	5.7269	12.8896	0.0198	-0.0271	0.0049
Si	5.7271	9.6539	12.9123	0.0094	0.0028	0.0205
Si	5.7553	13.496	12.9986	0.0287	0.0181	0.0076
Si	9.5669	1.829	12.7587	-0.0493	-0.0325	0.0067
Si	9.5678	5.6984	12.7391	-0.0119	0.0048	0.011
Si	9.5519	9.5719	12.7724	-0.0142	0.0325	0.0069
Si	9.586	13.4574	12.8243	-0.0057	-0.0019	0.0137
Si	28.7984	15.3298	14.244	-0.0245	0.0162	0.0002
Si	28.7229	3.9578	14.2884	-0.0096	-0.0229	-0.0343
Si	28.7074	7.6638	14.3244	0.0312	0.0039	-0.0126
Si	28.717	11.5388	14.2661	-0.0291	0.0098	-0.0388
Si	1.8764	15.4759	14.4473	0.0134	-0.0344	0.0081
Si	32.5251	3.7761	14.3586	-0.0419	0.0255	-0.0257
Si	1.8769	7.6933	14.3375	-0.0301	-0.016	-0.0108
Si	1.9427	11.4908	14.3098	0.0343	0.0297	-0.0167
Si	5.8093	15.3985	14.4411	-0.0202	-0.0288	-0.021
Si	5.6799	3.7918	14.2555	-0.0163	-0.0002	-0.0526
Si	5.7275	7.6898	14.1896	0.0157	-0.067	-0.0623
Si	5.762	11.5661	14.3426	-0.0172	0.0077	-0.0499
Si	9.5897	15.3723	14.1975	0.0368	-0.0167	-0.0266
Si	9.5566	3.7548	14.0312	0.0192	0.0541	-0.0146
Si	9.529	7.618	14.0561	-0.0311	-0.0017	-0.0701
Si	9.5748	11.506	14.0891	-0.0057	-0.0088	-0.0353
Si	30.6048	15.4719	15.7409	0.0621	-0.0198	0.0786
Si	30.5716	3.8465	15.7599	0.0229	-0.0466	0.0407
Si	30.8035	5.7972	17.0662	0.0585	-0.0285	-0.0045
Si	30.6911	11.5693	15.4976	0.0165	0.0066	0.0284
Si	3.874	15.4552	15.8237	-0.0588	-0.0466	0.0084
Si	4.1396	2.0496	17.1528	0.0645	-0.0618	0.0209
Si	2.4621	9.2338	18.507	0.5657	-0.0034	-0.4054
Si	3.8708	11.4851	15.755	-0.0281	-0.0227	0.006
Si	7.8405	15.4738	15.7556	-0.007	0.0533	0.0589
Si	7.9733	5.7855	16.7363	-0.0212	0.0347	0.1047
Si	7.6815	7.7271	15.4602	0.0375	-0.0008	-0.0074
Si	7.7783	11.6146	15.5761	-0.0068	0.0677	0.0199
Si	11.4536	15.2444	15.6151	0.0103	-0.0191	0.0319
Si	11.3084	3.7924	15.5701	-0.1064	0.0033	0.0845
Si	10.6948	9.4725	16.8604	-0.2293	0.0767	-0.5768
Si	11.3628	11.3873	15.5865	0.0161	-0.0827	0.098
Si	29.8554	1.9688	17.0699	-0.0445	0.0015	-0.0132
Si	30.673	7.6803	15.6525	0.0017	0.0373	0.0314
Si	30.6251	9.705	16.8586	-0.0308	-0.1961	-0.6938
Si	30.9941	13.4345	16.8733	-0.3124	0.1584	-0.6747
Si	3.7337	3.7733	15.6105	-0.0151	0.0316	-0.0101
Si	3.9762	5.685	16.8825	-0.061	0.0261	-0.0549
Si	3.8921	7.6686	15.618	-0.0218	0.0118	0.0252
Si	3.4181	13.4466	17.0185	0.3783	0.0506	-0.7038
Si	8.1867	2.1488	17.0019	0.1189	-0.0873	-0.0077
Si	7.7198	3.8569	15.4335	-0.0436	0.014	-0.0159
Si	8.2233	9.6354	16.7398	0.1021	-0.0164	0.0639
Si	8.4156	13.4886	16.9413	0.2603	-0.0106	-0.5511
Si	10.2216	2.4337	18.4917	0.0789	0.2494	-0.7094
Si	10.4247	5.6459	16.8932	-0.0037	-0.0222	0.0081
Si	11.2391	7.5359	15.6365	-0.007	-0.0274	0.075
Si	11.4344	13.1608	19.1418	0.092	-0.1635	-0.7
Si	29.9006	14.0816	19.6361	0.0031	-0.0237	-0.1036
Si	13.8337	5.8595	18.7892	0.2847	-0.0479	-0.527
Si	6.4113	9.5877	18.216	-0.1352	-0.0041	-0.7182
Si	30.7637	17.1045	19.2698	-0.3149	0.082	-0.6101
Si	3.1528	17.3043	19.3061	0.2648	0.1715	-0.5925
Si	32.8613	6.074	18.2704	0.1064	-0.2467	-0.692
Si	4.2571	9.5127	17.0509	0.0746	0.0659	0.0233
Si	4.2521	14.4016	19.7872	-0.0249	0.0127	-0.164
Si	6.2353	2.7505	18.0994	-0.0492	0.2498	-0.5704
Si	5.9904	5.2349	18.0436	0.2526	-0.3051	-0.4755
Si	5.077	9.3705	22.2027	0.013	-0.0733	-0.1801
Si	7.2056	14.0564	19.8861	0.1272	-0.1611	-0.2688
Si	11.8457	1.8339	16.8434	0.0567	-0.0743	0.0605
Si	11.0318	4.71	18.9517	-0.4076	-0.1099	-0.5768
Si	12.8912	8.8959	18.8246	0.0304	-0.0196	-0.0767
Si	10.8909	13.285	16.8624	-0.0753	0.0342	-0.0315
Si	9.7863	12.1466	27.9871	-0.0041	-0.0495	-0.0184
Si	12.0985	12.0651	25.9957	-0.0634	0.0099	0.0229
Si	31.8347	13.9128	24.2404	0.0585	0.0208	-0.0133
Si	30.7797	12.2066	22.0588	0.0165	-0.0598	-0.1313
Si	7.1507	5.2923	22.0596	0.1101	0.0604	-0.0761
Si	31.6103	5.6749	20.8738	-0.0157	-0.0551	-0.1407
Si	3.8542	13.9372	22.73	0.033	-0.0162	0.0082
Si	5.5481	2.8654	20.8888	-0.1588	-0.0214	-0.1589
Si	6.0437	7.3331	20.2701	-0.0864	-0.0615	-0.0417
Si	4.9237	9.357	25.1308	-0.0446	-0.1589	-0.0787
Si	6.4006	5.1306	25.0713	-0.1016	0.0222	0.0898
Si	15.7424	16.7377	24.1781	0.0416	0.0023	0.0108
Si	10.2236	5.5667	21.948	0.014	0.0574	-0.2166
Si	10.0018	10.9542	20.8818	0.0539	0.017	0.0677
Si	9.8083	15.4478	20.4763	0.0056	0.1175	-0.0479
Si	8.2331	12.9592	25.4922	0.0464	-0.1542	-0.0534
Si	10.1438	11.1587	23.8358	0.0282	-0.0875	0.0036
Si	31.1695	15.2101	30.6907	0.0101	0.0744	0.1013
Si	14.8564	2.9102	21.7601	-0.0643	-0.0001	-0.0885
Si	10.8237	8.6693	22.5104	-0.0424	-0.042	-0.032
Si	7.5754	18.087	26.5734	0.0418	0.167	-0.0601
Si	13.6811	9.2822	21.8474	0.0261	-0.0261	-0.102
Si	17.8092	17.9598	25.9924	-0.0858	-0.0448	0.0549
Si	5.2226	12.454	24.9723	-0.1201	-0.061	-0.0275
Si	12.1719	3.4257	23.182	0.0238	0.0305	0.0095
Si	31.7509	8.7045	28.0031	-0.0445	0.0105	0.1034
Si	33.4362	13.0216	26.7224	-0.0158	0.0075	-0.0293
Si	9.6031	4.274	28.2765	-0.0089	0.074	0.088
Si	8.2367	15.8308	24.5788	-0.0658	0.0052	-0.0143
Si	4.8623	17.2023	26.3929	0.0723	-0.1411	-0.1046
Si	5.4974	16.4503	23.4712	-0.0193	-0.0124	0.0366
Si	13.3149	17.8544	25.8031	-0.1369	-0.0367	-0.0579
Si	6.9479	11.2125	20.5833	-0.1187	-0.0537	-0.0427
Si	11.8112	15.1887	25.984	-0.0158	0.0074	0.0021
Si	10.7194	16.1801	23.1685	0.089	0.086	0.0789
Si	3.4396	5.5224	26.109	0.0471	-0.0229	0.0347
Si	13.7367	10.1224	27.4968	0.0184	-0.0791	0.1369
Si	16.388	7.9349	22.2383	0.3889	0.6185	-0.4109
Si	17.4742	9.7245	21.2331	-0.2951	-0.5882	0.2556
Si	12.2621	7.5686	27.7806	0.0091	-0.0624	0.0209
Si	33.4891	10.8629	28.7297	0.0768	0.0034	0.1006
Si	32.3046	17.2307	28.9602	-0.0661	0.0214	-0.0072
Si	9.2369	7.2585	28.2218	0.0017	-0.0213	0.1178
Si	10.7801	14.8504	28.7187	-0.0283	0.1439	0.06
Si	6.7087	7.484	26.8769	-0.0622	0.012	-0.0034
Si	4.7538	5.9617	28.7658	-0.0416	0.0525	0.0785
Si	33.0041	8.1365	25.284	-0.0223	0.0114	0.1073
Si	12.6001	4.5712	27.7898	-0.0382	0.0936	0.0688
Si	16.6253	3.9604	30.8394	0.1326	-0.0264	0.6477
Si	16.111	6.9195	30.3746	0.0783	0.116	0.1243
Si	16.3225	12.0845	31.0195	0.1957	-0.0769	0.6913
Si	16.9929	15.5425	33.036	-0.0347	-0.0436	-0.0064
Si	19.5544	3.9622	33.1444	-0.1778	0.0236	0.6894
Si	20.5928	7.8173	30.9964	-0.2974	-0.0665	0.604
Si	20.5711	10.9458	30.2654	-0.0204	-0.0176	0.1944
Si	21.0501	15.9038	30.48	-0.0314	0.0812	0.1316
Si	24.064	3.6729	31.1782	0.2867	0.1186	0.6746
Si	23.6337	7.9838	31.0442	0.3415	-0.2657	0.4697
Si	23.5411	11.0401	30.3513	0.1275	0.1115	0.0977
Si	24.0203	15.9253	31.1538	0.2892	-0.1276	0.716
Si	28.49	3.4672	31.0647	-0.3865	0.2149	0.5854
Si	28.4363	7.9038	31.1259	-0.3935	-0.0677	0.4349
Si	28.8388	10.8946	30.6297	-0.1151	-0.0834	0.042
Si	28.1679	15.7562	31.2104	-0.2365	0.0763	0.6395
Si	21.0893	3.6524	30.4384	-0.1185	-0.0034	0.1599
Si	19.6303	7.8005	33.1338	0.0139	-0.0338	0.0198
Si	19.4919	11.6765	33.1368	-0.2222	-0.0409	0.687
Si	19.4253	15.5432	33.1155	-0.2128	-0.0165	0.704
Si	24.2852	17.4513	34.5009	-0.0097	0.0082	-0.0037
Si	24.8099	7.7637	33.0764	0.0058	0.0171	0.0604
Si	24.7687	11.731	33.0743	0.2526	-0.0869	0.5622
Si	24.8766	15.5369	33.2647	0.0202	0.0533	0.0187
Si	27.3599	3.956	33.1199	-0.0091	-0.0593	-0.0092
Si	27.2391	7.7836	33.1231	-0.0533	0.0061	0.0668
Si	27.8682	13.5494	34.3775	0.0176	-0.0512	-0.0541
Si	27.2667	15.5482	33.3143	-0.028	0.0333	0.0151
Si	32.5588	3.9808	33.2645	-0.0111	0.0149	0.0114
Si	32.5744	7.8552	33.1238	0.1725	-0.026	0.5975
Si	32.5089	11.7827	33.1574	0.0384	0.0194	0.0276
Si	3.8174	15.2841	28.269	-0.0588	0.0065	0.0532
Si	20.1849	5.8807	34.3743	0.0438	0.0005	-0.0657
Si	20.1564	9.7499	34.3615	0.0127	-0.0085	-0.0989
Si	20.1309	13.6181	34.3272	0.012	-0.0029	-0.092
Si	20.1535	17.4253	34.3742	0.0093	-0.0331	-0.1009
Si	24.2695	5.9019	34.419	-0.0098	0.0014	-0.0806
Si	24.2156	9.7428	34.2932	-0.0199	-0.0102	-0.0863
Si	24.2175	13.5953	34.4088	-0.0272	-0.0545	-0.0459
Si	24.9355	3.9692	33.2672	0.0781	-0.0168	0.037
Si	27.8754	5.8872	34.3875	-0.013	0.0128	-0.0895
Si	27.817	9.741	34.3562	0.0203	-0.0016	-0.0917
Si	27.1935	11.6525	33.0843	-0.1733	0.0286	0.5945
Si	27.8707	17.4813	34.5025	-0.0038	0.0242	0.003
Si	31.941	5.9466	34.4101	-0.0189	0.0167	-0.0691
Si	31.9076	9.7967	34.3279	-0.0293	0.0098	-0.0904
Si	31.9328	13.6672	34.44	-0.024	0.0323	-0.0768
Si	31.9562	17.5037	34.5599	-0.0418	-0.0033	-0.0603
Si	18.3355	5.903	35.8348	-0.0002	-0.0212	-0.0491
Si	18.3208	9.74	35.834	-0.0166	0.0061	-0.0421
Si	18.3401	13.6236	35.8627	-0.032	-0.0109	-0.048
Si	18.3244	17.4324	35.8575	-0.0398	0.0187	-0.0492
Si	22.2109	5.8946	35.6141	-0.0064	-0.019	0.0408
Si	22.1998	9.7458	35.5759	0.0098	0.0034	0.027
Si	22.163	13.6099	35.5976	-0.0179	0.0181	0.026
Si	22.1926	17.4372	35.6274	-0.0033	0.0039	0.0418
Si	26.0758	5.9054	35.9068	0.0092	-0.0023	-0.0531
Si	26.0054	9.7638	35.8437	-0.0077	0.0271	-0.0117
Si	26.052	13.5657	35.8852	0.0044	-0.0183	-0.0356
Si	26.0714	17.467	36.001	0.0121	-0.0262	-0.0998
Si	29.9015	5.9238	35.6323	0.0144	0.008	0.0345
Si	29.8711	9.7627	35.5839	0.0072	-0.0124	0.0276
Si	29.8862	13.6053	35.6424	0.0052	0.0328	0.0269
Si	29.8991	17.468	35.7154	-0.0172	-0.013	0.0449
Si	18.329	3.9801	37.1693	-0.004	0.0014	0.0266
Si	18.3411	7.823	37.1691	0.0043	-0.0034	0.0223
Si	18.3302	11.6717	37.1579	0.0114	0.0126	0.0187
Si	18.3501	15.5256	37.2029	0.0348	-0.0027	0.0287
Si	22.1925	3.9775	37.0173	0.0008	0	-0.0056
Si	22.2003	7.8307	36.9961	-0.0006	0.0048	-0.025
Si	22.1861	11.6698	36.9812	0.0018	0.0138	-0.0045
Si	22.1913	15.5147	37.019	0.0142	-0.0034	-0.0128
Si	26.0475	4.0146	37.271	-0.0049	0.0014	0.0214
Si	26.0462	7.8476	37.1924	-0.0081	0.0394	-0.0072
Si	26.0304	11.6583	37.207	-0.001	-0.0185	0.0328
Si	26.0615	15.4919	37.2292	0.0051	-0.0152	0.0021
Si	29.8897	4.0191	37.0707	-0.0064	-0.0082	-0.0269
Si	29.887	7.8541	37.0153	-0.0028	0.0115	-0.0078
Si	29.884	11.6711	37.0192	-0.0142	0.0006	-0.0176
Si	29.8855	15.5183	37.0619	0.0017	-0.0133	0.0118
Si	20.2989	3.9801	38.4478	0.0181	0.0028	0.024
Si	20.3101	7.826	38.4408	0.03	-0.0114	0.0272
Si	20.3018	11.6643	38.4337	0.0157	-0.0002	0.0165
Si	20.3158	15.5202	38.4701	0.0021	0.0061	0.0206
Si	24.0601	3.9892	38.4892	-0.0326	-0.0142	0.0259
Si	24.0757	7.8285	38.4575	-0.0408	0.0107	0.028
Si	24.0562	11.6725	38.4569	-0.0193	-0.0062	0.0329
Si	24.0765	15.5069	38.4691	-0.0352	-0.0001	0.0246
Si	28.0155	4.009	38.5222	0.0293	-0.0071	0.025
Si	28.006	7.8519	38.4736	0.0485	0.0155	0.0262
Si	28.0021	11.6699	38.4742	0.0262	-0.0045	0.0267
Si	28.0116	15.5121	38.5136	0.0403	0.0041	0.0151
Si	31.7597	4.0067	38.5301	-0.0272	-0.0017	0.0189
Si	31.7579	7.8506	38.4882	-0.0273	-0.0086	0.0222
Si	31.7525	11.6794	38.4942	-0.0331	-0.0003	0.0186
Si	31.7659	15.5211	38.5146	-0.0206	0.0025	0.0173
Si	15.2901	1.8606	11.6025	0.0308	0.023	-0.0116
Si	15.3206	5.724	11.5754	0.0233	0.0077	-0.0231
Si	15.3045	9.542	11.5922	-0.0045	0.0051	-0.0123
Si	15.3595	13.3992	11.608	0.0017	-0.003	-0.0093
Si	19.1511	1.8627	11.6006	-0.006	-0.0126	-0.0362
Si	19.1347	5.7076	11.5934	-0.0062	0.0202	-0.0135
Si	19.175	9.5854	11.5452	0.0053	0.0054	-0.0125
Si	19.1796	13.4553	11.6428	0.0058	0.0025	-0.0169
Si	22.9816	1.8875	11.5163	-0.0176	0.0053	-0.0195
Si	22.9771	5.7281	11.505	0.0011	0.0042	-0.0377
Si	22.9874	9.6182	11.4858	-0.0045	-0.0072	-0.0224
Si	23.0079	13.4588	11.5622	-0.0123	-0.0106	-0.0264
Si	26.9086	1.9079	11.4952	0.008	-0.0006	-0.0158
Si	26.8817	5.7666	11.4728	-0.0106	-0.01	-0.0172
Si	26.8939	9.6065	11.4855	0.0005	0.01	-0.0289
Si	26.8677	13.4715	11.5119	0.0026	-0.0045	-0.0292
Si	13.3522	1.852	12.9675	-0.0514	-0.0298	0.0776
Si	13.3583	5.7214	12.8745	-0.0494	0.0418	0.0273
Si	13.3459	9.519	12.9423	-0.0175	0.0077	0.0008
Si	13.3886	13.3387	12.894	-0.0195	-0.0236	-0.0158
Si	17.2148	1.8541	12.9679	0.0088	0.0029	0.0142
Si	17.2099	5.6781	12.9931	0.0172	-0.0033	0.0356
Si	17.2636	9.5346	12.9096	-0.0031	-0.0144	0.0196
Si	17.264	13.4624	13.04	-0.0151	-0.0275	0.0367
Si	21.0935	1.8494	12.9424	0.0131	0.0047	0.0425
Si	21.0814	5.7331	12.9181	0.0145	-0.024	0.0163
Si	21.1032	9.6457	12.9002	0.004	-0.0035	0.0077
Si	21.1305	13.4626	13.0062	0.0451	0.0222	0.009
Si	24.9593	1.8846	12.7707	-0.0217	-0.0084	-0.0148
Si	24.9433	5.7324	12.7759	-0.0077	0.0115	-0.0096
Si	24.9434	9.6297	12.7613	-0.0012	0.0085	-0.0343
Si	24.955	13.4911	12.8821	-0.0195	-0.0161	0.0118
Si	13.3727	15.2268	14.2583	-0.0379	0.0045	-0.0066
Si	13.2937	3.8506	14.2768	0.0385	-0.053	0.0321
Si	13.2606	7.5823	14.3136	-0.0027	0.0087	-0.0094
Si	13.3603	11.4331	14.306	0.0018	0.0424	-0.0504
Si	17.2303	15.4147	14.457	0.0072	-0.0222	0.0181
Si	17.1188	3.7307	14.381	-0.0361	0.0253	-0.0245
Si	17.2501	7.6313	14.3178	-0.0233	0.0205	-0.0292
Si	17.3136	11.4396	14.2735	0.0062	0.0269	-0.0344
Si	21.1757	15.3745	14.421	-0.032	-0.0126	-0.0342
Si	21.0311	3.7828	14.2646	-0.0503	-0.015	-0.0302
Si	21.0884	7.7126	14.2121	-0.0134	-0.0304	-0.0516
Si	21.1606	11.5259	14.3542	-0.0189	0.0016	-0.0413
Si	24.9646	15.4461	14.2198	0.0472	-0.015	0.0016
Si	24.9658	3.7881	14.086	0.0171	0.0223	-0.0326
Si	24.9026	7.6918	14.0389	-0.049	-0.0025	-0.0854
Si	24.9721	11.5177	14.1437	0.0267	-0.0265	-0.0282
Si	15.1766	15.3204	15.7524	0.085	-0.0091	0.0516
Si	15.1281	3.6905	15.7515	0.0011	-0.0349	0.0305
Si	15.3219	5.6772	16.9661	0.0557	0.0031	0.0166
Si	15.3547	11.4103	15.5623	-0.0035	0.0173	0.0227
Si	19.2492	15.4286	15.8015	-0.0401	-0.0422	0.0227
Si	19.4241	2.0062	17.1624	0.0091	-0.0843	0.0108
Si	17.2059	9.1485	18.2412	0.0282	0.2716	-0.7527
Si	19.2247	11.4717	15.7006	0.0103	0.0317	0.0243
Si	23.1788	15.4763	15.756	0.0161	-0.0092	0.0699
Si	23.3294	5.772	16.6512	-0.0024	-0.0251	0.0619
Si	23.0555	7.7429	15.4635	-0.0044	0.0623	0.0291
Si	23.1625	11.5357	15.6284	0.0213	0.0165	0.0892
Si	26.8798	15.3577	15.5843	-0.0115	0.0029	-0.0051
Si	26.7615	3.8994	15.6085	-0.009	0.0345	0.0651
Si	26.1192	9.546	16.8508	-0.2028	0.0853	-0.5597
Si	26.7829	11.4946	15.6431	0.0349	-0.0623	0.07
Si	14.2896	1.791	17.0106	-0.0439	0.019	-0.0268
Si	15.2401	7.5721	15.5783	0.0206	0.0388	-0.0007
Si	15.2929	9.4996	16.9126	0.5181	-0.0727	-0.2348
Si	15.6521	13.2911	16.9151	-0.2926	0.1495	-0.6969
Si	19.0984	3.7905	15.6602	0.0165	0.0469	0.0077
Si	19.3892	5.7227	16.9486	-0.0447	0.0137	-0.0218
Si	19.2417	7.6732	15.64	-0.0314	0.0262	0.0056
Si	18.8464	13.407	16.9903	0.3625	0.0699	-0.6783
Si	23.4177	2.1307	17.0402	0.0707	-0.0191	-0.0371
Si	23.072	3.8164	15.4239	-0.0177	0.0526	0.0001
Si	23.6808	9.5585	16.8502	0.2351	0.0533	-0.5592
Si	23.8627	13.4662	16.8375	0.2356	0.0392	-0.6458
Si	25.5544	2.1957	18.3118	-0.0283	-0.398	-0.2694
Si	25.7792	5.8042	16.7912	-0.0978	-0.1363	-0.6788
Si	26.6555	7.6504	15.5597	0.0198	-0.028	0.0991
Si	26.8853	13.5804	19.2053	0.0233	-0.1022	-0.6819
Si	14.4765	13.6528	19.7406	0.0863	0.0138	-0.0358
Si	29.3139	6.0449	18.8729	0.2471	-0.1445	-0.4821
Si	21.6807	9.9135	19.1246	-0.0397	-0.0906	-0.1196
Si	15.0244	16.7704	19.199	-0.3192	-0.002	-0.5994
Si	18.1556	16.9586	19.1272	0.4085	0.2069	-0.5795
Si	17.3695	5.992	18.1317	0.1011	-0.0972	-0.6715
Si	19.2085	9.5549	17.0846	-0.433	0.0149	-0.3065
Si	19.4744	14.3074	19.7321	-0.0062	-0.0095	-0.0802
Si	21.4619	2.8319	18.1775	0.0425	0.143	-0.4498
Si	21.444	5.2813	18.0941	0.0691	0.0019	-0.0188
Si	20.4549	8.6086	21.5304	-0.0393	0.0617	-0.0556
Si	22.2302	15.0492	20.6979	-0.034	-0.0344	-0.0463
Si	27.3486	1.9318	16.8082	0.0726	-0.0108	0.0484
Si	26.6166	4.9529	19.4737	-0.0176	-0.0392	-0.0378
Si	28.287	9.0226	18.797	-0.0151	0.0022	-0.046
Si	26.3137	13.4474	16.8886	-0.0255	0.0253	0.0465
Si	25.1155	12.0829	28.0245	-0.0357	-0.0356	-0.0321
Si	27.4515	12.1181	26.1535	-0.0403	0.013	0.0653
Si	16.4099	13.766	24.2431	0.0681	-0.0487	-0.0386
Si	15.4668	11.8292	22.1856	0.03	-0.1049	-0.2241
Si	23.2333	4.7278	22.3391	0.0933	0.0161	-0.0648
Si	16.2108	5.3366	20.6998	-0.0447	-0.0019	-0.1781
Si	19.1507	14.0012	22.6716	0.0176	-0.004	-0.0233
Si	20.1789	3.0011	20.8597	0.0697	-0.062	-0.2236
Si	21.1226	5.7498	20.3943	0.1394	0.0544	-0.601
Si	20.3952	9.2253	24.5351	-0.0429	-0.1843	-0.0433
Si	21.9794	4.9365	25.0428	-0.0989	0.0313	0.0714
Si	31.2029	16.9682	24.3677	-0.0421	0.0127	0.0029
Si	25.9903	6.0154	22.4492	0.064	-0.0786	-0.1379
Si	25.6423	11.4503	20.898	0.019	0.0322	-0.0037
Si	25.0012	15.9744	19.895	0.1938	0.3119	-0.4905
Si	23.4791	13.1074	25.6291	0.1891	-0.0626	0.0074
Si	25.6165	11.5986	23.864	0.0121	-0.0362	-0.0139
Si	16.0673	15.1528	30.8341	0.3119	0.2527	0.7014
Si	30.2485	3.1489	21.9183	-0.1306	0.0148	-0.0906
Si	26.312	9.1605	22.5783	-0.0395	0.0196	-0.0161
Si	23.2197	18.048	26.7346	-0.0128	0.0779	-0.0828
Si	29.1205	9.6121	21.8113	0.0305	-0.0732	-0.0928
Si	32.9128	2.9771	26.3018	-0.1527	-0.0503	-0.0041
Si	20.5631	12.3026	24.8329	-0.084	0.0271	-0.0332
Si	27.5133	3.8003	23.4763	0.099	-0.0132	0.0304
Si	16.4838	8.6396	27.8079	-0.0375	0.0246	0.0258
Si	18.0801	12.9305	26.7212	0.0326	0.1021	-0.0626
Si	24.8537	4.4124	28.4685	0.066	0.0478	0.0548
Si	24.9318	17.5919	22.4778	-0.027	0.171	0.0177
Si	20.6968	16.6905	26.0182	0.0008	-0.0429	-0.118
Si	20.8735	16.4267	22.9681	-0.063	-0.0325	-0.0647
Si	28.6858	17.8819	26.0287	-0.1606	0.01	-0.0062
Si	22.9891	12.4788	19.6721	0.0562	-0.024	-0.0847
Si	27.1192	15.201	26.4769	0.0381	-0.0721	0.0043
Si	24.6171	15.9171	25.0677	0.115	-0.0008	-0.0275
Si	18.9885	5.2751	26.0195	0.0829	0.0182	0.0398
Si	29.0816	10.1657	27.701	-0.0253	-0.0599	0.0962
Si	31.8662	8.307	22.3729	0.3958	0.5258	-0.3398
Si	33.0501	10.111	21.492	-0.4073	-0.5968	0.1662
Si	27.5523	7.551	28.1543	0.0658	-0.027	0.1102
Si	18.0505	10.8478	28.7479	0.1041	0.014	0.0904
Si	17.4635	17.1396	28.8563	-0.0806	0.0315	0.0464
Si	24.5514	7.3691	28.0833	-0.0071	0.0002	0.0904
Si	26.0597	14.6385	29.2324	0.03	0.1422	0.1158
Si	22.126	7.5224	26.5391	-0.0528	-0.0469	-0.0106
Si	20.255	5.9874	28.6153	0.0059	0.0392	0.0704
Si	17.7318	7.8901	25.0569	0.0241	0.0182	0.0617
Si	27.8564	4.4917	28.1722	-0.0273	0.02	0.1143
Si	30.7488	13.4388	0.6811	-0.0141	0.0057	-0.0125
Si	30.7475	1.9243	0.6769	-0.0082	-0.0135	-0.0135
Si	30.7419	5.7529	0.6705	-0.0122	0.0042	-0.0148
Si	30.7482	9.5833	0.6731	-0.0109	-0.0108	-0.0164
Si	3.7608	13.4069	0.6673	0.0119	0.0119	-0.0122
Si	3.7573	1.908	0.674	0.0124	-0.0111	-0.0063
Si	3.7593	5.7422	0.6627	0.0218	0.0035	-0.0136
Si	3.7598	9.5701	0.6659	0.0106	-0.0065	-0.015
Si	7.671	13.4161	0.6461	-0.0177	0.003	-0.0107
Si	7.6673	1.8933	0.6424	-0.0253	-0.0006	-0.0119
Si	7.6691	5.7319	0.639	-0.0109	-0.0006	-0.0127
Si	7.6681	9.5658	0.6384	-0.0082	-0.0002	-0.0162
Si	11.4495	13.4155	0.6334	0.0096	-0.0119	-0.0074
Si	11.4503	1.8889	0.6326	0.0135	0.0017	-0.0057
Si	11.4506	5.735	0.6275	0.0183	0.0037	-0.0083
Si	11.4471	9.567	0.6306	0.0186	0.0036	-0.0127
Si	15.3552	13.4352	0.6284	-0.0062	0.0035	-0.0087
Si	15.3509	1.8929	0.6172	-0.0129	0.0016	-0.0103
Si	15.3521	5.7359	0.6159	-0.0062	0.0016	-0.0116
Si	15.3528	9.5721	0.6197	-0.0059	-0.0057	-0.0136
Si	19.1424	13.4263	0.6344	0.0162	-0.001	-0.0053
Si	19.1332	1.9045	0.6429	0.003	-0.0023	-0.0046
Si	19.135	5.7396	0.6291	0.0103	0.0027	-0.0111
Si	19.1356	9.5761	0.6378	0.0098	0.0021	-0.0082
Si	23.0535	13.4402	0.6634	-0.0207	-0.0018	-0.0006
Si	23.0512	1.9266	0.6654	-0.0186	-0.0045	-0.0043
Si	23.0509	5.7495	0.6576	-0.0075	-0.0017	-0.0089
Si	23.0499	9.5727	0.6631	-0.0058	0.007	-0.0071
Si	26.8319	13.4417	0.6743	0.0032	-0.0108	-0.0105
Si	26.8298	1.9249	0.6758	0.017	0.0008	-0.0086
Si	26.8282	5.7522	0.6683	0.016	-0.0013	-0.0102
Si	26.8289	9.586	0.6735	0.0096	0.0004	-0.0091
Si	1.8701	13.4286	2.0583	0.0006	-0.0057	0.0179
Si	1.866	1.911	2.0599	-0.0015	0.013	0.0188
Si	1.8654	5.7499	2.0517	0.0006	0.0042	0.027
Si	1.868	9.5811	2.0549	-0.0011	-0.0042	0.0234
Si	5.7184	13.4243	1.9869	-0.003	0.0087	0.0032
Si	5.7178	1.8952	1.9887	-0.0043	0.0064	0.0068
Si	5.7176	5.7358	1.9852	-0.0035	-0.0061	0.0041
Si	5.7183	9.5745	1.9866	-0.0021	0.0045	0.002
Si	9.5629	13.4175	2.0336	0.0001	-0.0062	0.0174
Si	9.5611	1.8882	2.0298	0.0039	0.0061	0.0176
Si	9.5623	5.7325	2.029	0.0002	-0.0002	0.021
Si	9.5593	9.5703	2.03	0.0017	0.0026	0.0157
Si	13.4048	13.4205	1.967	0.0017	-0.0006	0.0021
Si	13.4051	1.8877	1.9648	0.0014	-0.0008	0.0045
Si	13.4053	5.7327	1.9634	-0.0019	-0.0016	0.0069
Si	13.4042	9.5703	1.9635	-0.0024	-0.0034	0.0049
Si	17.2477	13.4282	2.0197	0.0021	0.0051	0.0185
Si	17.2373	1.8942	2.0205	0.0019	0.0039	0.0192
Si	17.2417	5.7355	2.0164	0.0056	-0.0064	0.0168
Si	17.2409	9.5757	2.0202	0.0031	-0.0038	0.0156
Si	21.0897	13.4355	1.9809	-0.003	0.0036	0.0081
Si	21.086	1.9039	1.9828	-0.0011	0.0006	0.0053
Si	21.0851	5.7441	1.9773	-0.0027	0.0001	0.0036
Si	21.0858	9.5808	1.9828	-0.0021	0.0013	0.0042
Si	24.9396	13.4406	2.0614	-0.001	-0.0055	0.0159
Si	24.9379	1.917	2.0621	0.0025	0.0122	0.0225
Si	24.9373	5.7515	2.0591	-0.005	-0.0042	0.0258
Si	24.9367	9.5867	2.0612	-0.0027	-0.0054	0.0168
Si	28.7892	13.4403	2.004	0.005	-0.0032	0.0026
Si	28.7891	1.9145	2.0034	0.0027	-0.0011	0.0019
Si	28.7861	5.7523	2.002	0.0026	-0.0067	0.0028
Si	28.7895	9.591	2.0014	-0.0002	-0.0001	0.0001
Si	1.8672	15.3627	3.3953	0.007	0.0003	-0.0173
Si	1.8648	3.8305	3.4069	0.0019	-0.0047	-0.012
Si	1.8663	7.6666	3.4099	0.0032	0.0009	-0.0097
Si	1.8646	11.5062	3.4035	-0.0106	-0.0027	-0.017
Si	5.7104	15.3528	3.3507	-0.0021	-0.0034	-0.0133
Si	5.7128	3.8158	3.3589	0.0065	0.0018	-0.0141
Si	5.7129	7.656	3.36	0.0019	-0.0049	-0.0177
Si	5.7137	11.502	3.3548	0.0042	-0.0002	-0.0208
Si	9.5598	15.3472	3.3813	-0.0094	0.0014	-0.0099
Si	9.5609	3.8093	3.3856	-0.0026	-0.0003	-0.0061
Si	9.5588	7.6524	3.3908	0.0024	0.0037	-0.0072
Si	9.5599	11.494	3.3864	0.0006	-0.0016	-0.0065
Si	13.4069	15.3472	3.3345	-0.0016	0.0043	-0.0214
Si	13.4063	3.809	3.3382	0.0009	0.0027	-0.0161
Si	13.4073	7.6517	3.3425	0.0045	0.0027	-0.0173
Si	13.4078	11.4949	3.3364	0.0051	-0.0005	-0.0188
Si	17.2482	15.3532	3.3699	0.0056	0.0006	-0.0158
Si	17.2424	3.8144	3.3748	-0.0127	0.0011	-0.0114
Si	17.2463	7.6554	3.377	-0.001	0.0038	-0.0135
Si	17.2462	11.5017	3.3706	-0.0098	0.0013	-0.0161
Si	21.0875	15.3616	3.349	0.0012	-0.0018	-0.0147
Si	21.0828	3.8233	3.3549	-0.0023	0.0039	-0.0195
Si	21.0849	7.6614	3.3575	0.001	-0.0031	-0.0172
Si	21.0871	11.5102	3.3496	0.0044	0.0004	-0.0163
Si	24.9397	15.3709	3.4051	-0.0032	0.0023	-0.0097
Si	24.938	3.8323	3.4175	0.0038	-0.002	-0.0025
Si	24.9376	7.6704	3.4186	0.0077	0.0023	-0.0033
Si	24.9365	11.5145	3.4094	0.0003	-0.0055	-0.0048
Si	28.7917	15.3704	3.3646	-0.0012	0.0026	-0.0169
Si	28.7893	3.8325	3.3757	0.0003	0.001	-0.0145
Si	28.7908	7.673	3.3757	-0.0004	0.0013	-0.014
Si	28.7895	11.5161	3.3701	-0.008	-0.0026	-0.0135
Si	30.7116	15.3671	4.7396	0.0122	-0.0057	0.0092
Si	30.7095	3.8301	4.7491	0.0168	0.0006	0.014
Si	30.7104	7.6756	4.753	0.0189	-0.0021	0.0172
Si	30.7097	11.5167	4.7453	0.0172	0.0005	0.0124
Si	3.7955	15.3591	4.736	-0.0169	0.0061	0.0162
Si	3.7965	3.8211	4.7425	-0.016	0.003	0.016
Si	3.7989	7.665	4.7466	-0.013	0.0005	0.0161
Si	3.7975	11.5107	4.7387	-0.0171	0.0025	0.0119
Si	7.6251	15.3493	4.7255	0.0006	0.0034	0.0142
Si	7.6275	3.8106	4.732	0.0041	-0.0012	0.0146
Si	7.6248	7.6564	4.7383	-0.0002	-0.0008	0.015
Si	7.6257	11.5009	4.7319	-0.0008	0.0051	0.0169
Si	11.4968	15.3439	4.7202	0.0024	-0.0004	0.0122
Si	11.4959	3.8042	4.7248	-0.0038	-0.002	0.016
Si	11.4957	7.6518	4.7291	-0.0033	-0.0014	0.0191
Si	11.4969	11.4944	4.7226	-0.0051	0.0007	0.0144
Si	15.3222	15.3447	4.7172	0.0141	-0.005	0.0109
Si	15.3194	3.8066	4.7234	0.021	-0.0017	0.0182
Si	15.3221	7.6523	4.7269	0.0162	-0.0012	0.0198
Si	15.3228	11.4967	4.7193	0.0143	0.001	0.0136
Si	19.1696	15.355	4.7268	-0.023	0.0028	0.017
Si	19.1657	3.8129	4.7319	-0.0138	-0.0008	0.016
Si	19.1688	7.6582	4.7359	-0.0107	-0.0008	0.0154
Si	19.1698	11.5063	4.7276	-0.0137	0.0016	0.0136
Si	22.9986	15.3647	4.7359	0.0027	0.0018	0.0139
Si	22.9938	3.8241	4.7421	0.0079	-0.0018	0.0104
Si	22.9942	7.669	4.7479	0.0004	-0.0028	0.0142
Si	22.9955	11.5151	4.7401	-0.0012	0.0034	0.0166
Si	26.8775	15.3711	4.7446	-0.0006	-0.0028	0.0121
Si	26.8755	3.8297	4.7553	-0.0063	-0.0003	0.0176
Si	26.876	7.6761	4.7563	-0.0067	-0.0025	0.0177
Si	26.8739	11.5186	4.748	-0.0044	0.0016	0.0146
Si	30.7214	13.444	6.1	-0.0153	-0.0047	-0.0221
Si	30.7197	1.9019	6.1028	-0.0137	0.0002	-0.0182
Si	30.7208	5.7516	6.1099	-0.0176	-0.0034	-0.0113
Si	30.7203	9.602	6.1138	-0.0205	0.0075	-0.0126
Si	3.7813	13.4366	6.098	0.0172	-0.0056	-0.0179
Si	3.7819	1.8938	6.0982	0.0192	-0.0002	-0.0158
Si	3.7837	5.7415	6.1061	0.0193	-0.0038	-0.0169
Si	3.7902	9.5931	6.1041	0.0115	-0.004	-0.021
Si	7.6246	13.4278	6.089	-0.0076	-0.0023	-0.0121
Si	7.6236	1.8835	6.0888	-0.0096	0.0042	-0.0115
Si	7.6241	5.7305	6.0963	-0.0108	-0.0015	-0.0119
Si	7.6184	9.5828	6.0988	-0.002	-0.0051	-0.0117
Si	11.4953	13.419	6.0829	0.0056	-0.0008	-0.0139
Si	11.4955	1.8769	6.0853	0.0053	0.0042	-0.0122
Si	11.4897	5.7254	6.0893	0.0095	0.002	-0.01
Si	11.4938	9.5766	6.0926	0.0111	0.0054	-0.0097
Si	15.3323	13.4201	6.0796	-0.013	0.0004	-0.0238
Si	15.3344	1.8783	6.0818	-0.0231	0.0058	-0.0223
Si	15.3305	5.7267	6.088	-0.0174	0.0011	-0.0139
Si	15.335	9.578	6.0883	-0.0169	0.0109	-0.0172
Si	19.1581	13.431	6.091	0.0195	0.0012	-0.0165
Si	19.1598	1.8864	6.095	0.0204	0.0005	-0.0146
Si	19.1569	5.7328	6.0983	0.0146	0.0002	-0.0178
Si	19.1668	9.5857	6.0961	0.0074	-0.0028	-0.0183
Si	23.0016	13.4419	6.0982	-0.007	-0.0021	-0.0112
Si	22.9982	1.8982	6.1009	-0.01	0.0046	-0.0116
Si	22.9971	5.743	6.1062	-0.0112	-0.0028	-0.0126
Si	22.9936	9.5964	6.1078	-0.0015	-0.0039	-0.0099
Si	26.8755	13.4462	6.1038	0.0061	-0.0045	-0.0139
Si	26.8759	1.9027	6.1126	0.0095	0.0011	-0.0116
Si	26.8718	5.7523	6.115	0.0126	-0.003	-0.0075
Si	26.874	9.6022	6.1171	0.0097	0.0007	-0.0077
Si	1.8629	13.4469	7.4775	-0.02	0.0023	0.0117
Si	1.8637	1.9	7.4753	-0.0028	-0.0045	0.0134
Si	1.8656	5.7489	7.4832	0.0071	0.0034	0.0189
Si	1.8735	9.6059	7.4785	0.0195	-0.0001	0.0093
Si	5.699	13.4336	7.453	-0.0157	0.01	0.0153
Si	5.6984	1.8877	7.4545	-0.0082	0.0021	0.0157
Si	5.7003	5.7348	7.461	-0.003	-0.0038	0.0162
Si	5.6983	9.5949	7.4747	-0.0187	0.0018	0.0217
Si	9.5609	13.4233	7.4326	0.002	0	0.0151
Si	9.5591	1.8737	7.4318	0.0003	-0.003	0.0146
Si	9.5563	5.7242	7.4427	0.0001	0.0017	0.019
Si	9.554	9.5808	7.4385	-0.0099	0.0044	0.0148
Si	13.4217	13.4112	7.444	0.0136	0.004	0.0109
Si	13.4232	1.8704	7.4454	0.026	-0.0063	0.0184
Si	13.4157	5.721	7.4473	0.0093	-0.0024	0.0191
Si	13.4221	9.5788	7.4529	0.0167	-0.0069	0.0185
Si	17.2398	13.423	7.4689	-0.0292	-0.0006	0.0115
Si	17.2428	1.8754	7.4717	-0.0047	-0.0054	0.0159
Si	17.2407	5.7218	7.4753	0.0034	0.0032	0.0204
Si	17.2512	9.5804	7.4698	0.0108	-0.0011	0.0115
Si	21.0734	13.4386	7.455	-0.0137	0.005	0.0152
Si	21.0732	1.887	7.4628	-0.0071	0.0018	0.0144
Si	21.0712	5.7343	7.4635	0.0017	-0.0066	0.0153
Si	21.0721	9.5947	7.4779	-0.0139	0.0022	0.0206
Si	24.9381	13.4501	7.4481	0.006	-0.0009	0.0155
Si	24.9329	1.9023	7.4504	-0.0026	-0.0018	0.0113
Si	24.9309	5.7477	7.4563	-0.0005	0.0018	0.0142
Si	24.9291	9.6044	7.4543	-0.0065	-0.0013	0.0113
Si	28.8063	13.4443	7.4594	0.0106	0.0056	0.0075
Si	28.8077	1.9019	7.4693	0.0106	-0.0008	0.0194
Si	28.8036	5.7549	7.4656	0.0077	0.0011	0.0162
Si	28.8043	9.6122	7.4769	0.0097	-0.0059	0.0198
Si	1.8598	15.3689	8.8517	0.0092	-0.0023	-0.0139
Si	1.8627	3.8198	8.8482	0	-0.0025	-0.0127
Si	1.8697	7.6827	8.8418	-0.0108	0.0036	-0.0169
Si	1.8746	11.5297	8.853	-0.0029	-0.0023	-0.0141
Si	5.6858	15.3526	8.8128	0.0035	-0.0005	-0.0204
Si	5.6835	3.8075	8.8143	0.0003	0.0018	-0.0218
Si	5.6855	7.6586	8.8157	0.002	-0.024	-0.0195
Si	5.69	11.5283	8.8315	0.0088	-0.004	-0.0141
Si	9.5597	15.3407	8.7989	-0.0029	0.0029	-0.0134
Si	9.5553	3.7908	8.7946	-0.0044	-0.0059	-0.0192
Si	9.547	7.6555	8.7934	0.0008	-0.0007	-0.012
Si	9.553	11.5057	8.799	0.0025	-0.0076	-0.012
Si	13.4384	15.3295	8.8004	-0.0134	0.0133	-0.0162
Si	13.4312	3.7927	8.8014	-0.0109	0.0021	-0.0204
Si	13.4263	7.6474	8.7974	-0.0019	0.0102	-0.0182
Si	13.4344	11.4995	8.8196	-0.0103	0.0108	-0.0147
Si	17.2399	15.3396	8.8491	0.0142	-0.0033	-0.0144
Si	17.2385	3.793	8.848	0.0049	0.0089	-0.0132
Si	17.2468	7.6531	8.8347	-0.0031	0.0057	-0.0166
Si	17.2483	11.5025	8.8448	0.004	-0.0012	-0.0155
Si	21.0673	15.3518	8.8255	-0.0028	0.0026	-0.0215
Si	21.059	3.8077	8.821	0.0018	0.0015	-0.0198
Si	21.0655	7.6559	8.8209	-0.0022	-0.0221	-0.0123
Si	21.0657	11.5317	8.8308	0.0086	0.0053	-0.015
Si	24.9341	15.3703	8.8158	-0.0031	0.0038	-0.0151
Si	24.9328	3.8214	8.8154	-0.0042	-0.0007	-0.0196
Si	24.9243	7.6779	8.8077	0.0013	-0.0043	-0.0113
Si	24.9363	11.532	8.8132	-0.0018	-0.002	-0.0057
Si	28.8202	15.3595	8.8211	0.0003	-0.0119	-0.0161
Si	28.8175	3.8315	8.8195	-0.0014	-0.0051	-0.0181
Si	28.8133	7.6805	8.8177	-0.0003	-0.0049	-0.0132
Si	28.8196	11.5395	8.8384	-0.0048	0.0123	-0.0142
Si	30.7164	15.3634	10.2314	-0.0343	0.0022	0.0213
Si	30.7182	3.8334	10.2217	-0.0178	0.0062	0.0247
Si	30.7228	7.6897	10.207	0.005	0.0078	0.0168
Si	30.7356	11.528	10.231	-0.0098	-0.0104	0.0215
Si	3.7842	15.3708	10.2152	-0.0062	-0.0021	0.0186
Si	3.7821	3.8143	10.2182	0.0236	-0.0054	0.0269
Si	3.7847	7.6668	10.2159	0.0094	0.0127	0.0185
Si	3.7879	11.5603	10.2369	0.0026	0.0094	0.0275
Si	7.6159	15.3373	10.1427	0.0051	-0.0063	0.0052
Si	7.615	3.7843	10.1394	0.0127	0.0038	0.0079
Si	7.6113	7.6562	10.1476	-0.0071	0.0029	0.006
Si	7.6237	11.5291	10.1632	0.0031	0.0165	0.0054
Si	11.5109	15.3299	10.1278	0.004	-0.0112	-0.0004
Si	11.5	3.7795	10.1267	-0.0129	-0.0075	0.0088
Si	11.4923	7.6535	10.1195	0.0002	0.0134	-0.0007
Si	11.4919	11.4949	10.1381	-0.015	0.0115	-0.0021
Si	15.3213	15.3254	10.2266	-0.0349	-0.0117	0.0212
Si	15.3178	3.7857	10.2215	-0.0171	-0.0003	0.0238
Si	15.3248	7.64	10.1989	-0.001	0.0092	0.0093
Si	15.3376	11.4814	10.2279	-0.0076	0.0027	0.0157
Si	19.1614	15.3418	10.2203	-0.0082	0.0018	0.0217
Si	19.1572	3.7895	10.2222	0.0174	-0.0137	0.0257
Si	19.1609	7.638	10.2123	-0.0023	0.0105	0.0188
Si	19.1607	11.5375	10.2294	-0.013	0.0047	0.0236
Si	22.995	15.3557	10.168	0.0223	0.0013	0.0053
Si	22.9871	3.8082	10.156	0.0118	0	0.0013
Si	22.9902	7.6677	10.1637	0.0091	0.0078	0.0107
Si	22.9997	11.5515	10.1653	0.0153	-0.0009	0.0035
Si	26.8862	15.3756	10.1441	-0.0137	-0.0082	0.0017
Si	26.8841	3.8308	10.1449	-0.0185	-0.0002	0.0024
Si	26.8726	7.6873	10.1322	-0.003	0.0101	-0.0017
Si	26.8765	11.5436	10.1589	-0.0064	0	0.0012
O	32.0843	7.8513	31.5458	0.3502	0.2171	-0.4382
O	32.1165	15.9374	31.7772	0.2863	0.2448	-0.2253
O	7.1112	4.2233	30.8044	0.0135	0.4547	0.176
O	4.674	3.9072	31.7055	0.0084	0.3519	-0.275
O	6.7698	7.2999	31.1853	-0.158	-0.568	0.0251
O	4.7212	11.7079	31.6046	0.2159	0.2127	-0.1399
O	8.8085	11.88	31.5327	-0.0399	0.2534	-0.2912
O	4.9172	15.5697	31.8265	0.109	-0.1559	-0.3456
O	7.2482	15.2879	30.5795	0.1007	-0.7039	-0.2469
O	12.6384	3.917	31.7716	0.13	0.3791	-0.0714
O	30.084	3.5617	31.3471	0.2528	-0.2883	0.3765
O	12.169	7.4636	31.7364	-0.198	-0.3367	-0.3483
O	14.6045	6.7579	30.9701	-0.1929	-0.4185	0.4574
O	12.2787	11.357	31.4069	-0.3336	-0.0266	-0.2989
O	14.7504	11.7791	30.7978	-0.2355	0.418	0.2254
O	12.0838	15.7332	31.6694	-0.1028	-0.0152	-0.1916
O	29.668	15.1502	31.2593	0.0862	-0.0618	0.3778
O	32.3238	2.1873	19.3524	0.168	0.2319	-0.0615
O	29.2692	9.7753	17.7591	-0.3956	0.2533	0.0852
O	31.9041	9.8727	17.847	0.1857	0.1861	0.258
O	30.206	13.2411	18.287	-0.4376	-0.4501	0.0943
O	32.5792	13.4587	17.2495	0.1398	0.2638	0.1226
O	17.1217	9.9568	19.6571	-0.4291	0.4634	0.1803
O	5.8074	14.8348	19.7204	0.1548	0.5605	-0.2355
O	4.0154	13.4105	18.5337	0.3469	-0.2606	0.3051
O	7.7872	13.5021	18.4727	0.1026	0.0934	0.0639
O	12.6829	4.7011	18.9227	0.2604	-0.5948	-0.0705
O	11.4017	9.3262	18.3486	-0.4129	-0.0214	0.6641
O	6.1736	10.888	19.1891	-0.2937	0.3341	-0.219
O	28.2915	14.2738	19.6502	-0.1316	0.2756	0.2996
O	32.3679	18.3757	30.0851	0.2364	-0.0028	-0.1092
O	31.7643	5.4528	30.4565	0.4426	-0.0338	-0.302
O	33.1638	9.2921	28.5377	0.5061	-0.3093	0.2363
O	32.6132	11.3375	29.9847	-0.0433	-0.06	-0.0606
O	4.0642	12.9716	25.9487	0.0252	0.4409	0.1284
O	31.7611	13.7288	30.4951	0.3663	-0.0391	-0.4505
O	31.1931	16.1092	29.3431	-0.3168	-0.2316	-0.3932
O	33.7334	16.4845	28.9214	0.3407	-0.0846	0.1719
O	17.0043	17.5654	27.3553	-0.409	0.213	-0.1017
O	4.3905	6.8466	30.0759	-0.5145	-0.2165	-0.1596
O	5.73	17.4722	22.2683	0.0864	0.2389	0.297
O	4.27	11.1714	29.0334	0.0924	0.2929	-0.6872
O	5.2269	9.3269	30.5594	-0.0513	0.0352	-0.0339
O	5.7094	17.4231	30.1501	-0.1921	0.1456	-0.4784
O	9.6153	4.2584	29.8949	0.3392	0.2028	-0.0473
O	4.8749	4.9428	25.6013	-0.2033	-0.5147	0.0373
O	9.0832	7.2913	29.8325	0.2535	-0.2339	0.1007
O	8.1748	9.4818	30.8553	-0.2012	0.1852	-0.1673
O	9.1672	11.0518	28.9961	0.1185	-0.3366	-0.1862
O	8.5609	17.4943	30.9247	-0.0323	0.0695	-0.1134
O	9.7517	15.6342	29.677	-0.0536	0.0468	-0.1419
O	13.543	3.5423	26.9824	0.6216	-0.0951	0.2622
O	13.1227	4.593	29.316	-0.0769	0.5448	0.1627
O	12.8045	7.6609	29.2802	0.0724	0.0308	-0.0682
O	8.6221	12.7544	27.0448	-0.3422	0.3375	0.2063
O	13.1911	10.6734	28.9389	-0.2066	0.0821	-0.2342
O	12.9624	8.7826	26.9839	0.0958	-0.1212	-0.4305
O	13.1385	17.4149	29.9683	-0.0987	0.1016	-0.5313
O	12.3185	15.0829	29.1755	0.2634	-0.2634	-0.3386
O	10.9588	11.5615	27.0458	-0.122	-0.3751	0.1336
O	29.978	2.525	20.4436	-0.4967	0.1197	0.0853
O	13.0461	7.2859	18.7655	-0.2404	0.0131	-0.2259
O	30.2393	6.2152	20.1955	-0.0857	0.3341	0.3824
O	32.1917	11.4673	21.7519	0.1902	0.2478	0.2102
O	13.2231	9.4075	20.3051	0.1561	0.5445	-0.0744
O	3.976	2.8683	20.3878	-0.3577	0.2762	0.2272
O	6.0475	6.6453	28.0858	0.2167	-0.1213	0.2285
O	32.6473	5.2594	19.6853	0.5044	-0.4141	0.2118
O	32.9508	7.648	18.7404	0.1936	-0.0528	-0.0145
O	3.3575	15.7409	19.7176	-0.3545	-0.1299	0.0674
O	3.8842	13.6219	21.1486	-0.4236	-0.5123	0.1856
O	6.3398	2.1922	19.6512	0.2854	-0.5263	0.4362
O	5.5003	6.1003	19.3848	-0.2686	-0.1917	0.2403
O	6.8997	12.7976	20.8671	-0.072	0.2466	0.6432
O	8.2417	15.0745	20.5834	-0.2888	0.4813	0.1659
O	10.5474	15.2164	21.8918	0.1219	-0.3203	-0.0686
O	10.554	5.3862	20.3634	-0.2615	0.3347	0.1293
O	8.5989	3.1478	27.7234	0.0806	-0.2468	0.0599
O	10.3582	7.1244	22.4023	-0.2767	0.0858	0.0453
O	10.8648	11.7909	19.8084	0.1599	-0.4066	-0.2139
O	10.4847	14.425	19.4552	-0.1332	0.1651	-0.3717
O	31.1461	15.3636	24.3842	-0.4843	-0.0652	0.0805
O	17.1931	17.1992	24.7129	0.4485	-0.0156	-0.2059
O	32.2455	6.8416	21.7864	0.2964	-0.0573	-0.0655
O	16.0293	3.99	21.5472	0.5758	-0.1153	0.11
O	10.434	13.2929	28.9063	-0.0241	-0.0945	0.604
O	4.8101	12.8733	23.4704	0.341	-0.2948	-0.3925
O	14.2882	10.7199	22.2685	-0.444	0.3024	0.4669
O	33.6058	14.0522	27.9598	-0.1078	0.0572	0.3211
O	9.1062	5.7158	27.7582	-0.2308	-0.0201	-0.3349
O	5.0825	17.2672	24.7982	0.042	0.1787	0.0264
O	33.8868	6.7925	25.1825	0.0608	-0.2202	-0.5475
O	32.0085	8.0593	26.5512	-0.4669	-0.3499	-0.0737
O	10.6612	15.267	27.1453	-0.3116	0.1427	-0.0941
O	6.4106	5.2683	23.4782	-0.4294	0.0236	0.0162
O	9.2442	16.6436	23.6173	-0.3614	0.4297	-0.2845
O	5.4052	10.8756	25.1037	0.1188	-0.1042	-0.1399
O	7.3381	3.8797	25.4919	0.1485	0.0629	-0.0785
O	13.4609	11.2763	26.3895	0.4673	0.0412	-0.2845
O	13.6239	3.6273	22.5145	0.0545	0.3953	0.0668
O	12.2843	3.2008	24.7814	-0.466	0.3444	0.2679
O	12.4219	8.8169	22.7429	0.3732	-0.0502	0.3507
O	10.4943	9.4284	21.1126	0.1384	-0.3054	-0.6487
O	33.1267	13.9141	23.2865	-0.1578	0.0928	-0.4115
O	9.986	16.943	19.8724	-0.0265	0.2055	0.3036
O	10.0854	11.7249	22.3123	-0.0478	0.549	-0.0961
O	8.8205	14.3654	24.9375	0.3337	-0.041	-0.1934
O	8.8608	11.7254	24.6438	-0.4789	-0.0901	0.0362
O	3.6465	2.7605	26.802	0.1201	0.1332	0.7066
O	8.1064	16.7269	25.904	0.2936	-0.1493	0.2141
O	15.3049	9.744	27.6406	-0.0149	0.3679	-0.2211
O	8.489	10.8143	20.3581	-0.0776	-0.3344	-0.0642
O	6.8412	15.6353	23.8064	0.0434	-0.5634	-0.3721
O	15.4991	17.102	22.6308	0.3155	-0.3123	-0.055
O	13.9226	9.2949	31.0375	0.2936	0.0583	0.1396
O	14.7938	8.1361	22.0346	-0.177	-0.2151	0.0236
O	11.5241	11.661	24.532	0.4763	0.0672	-0.1943
O	33.0696	11.5975	27.363	-0.3147	-0.203	-0.47
O	6.144	17.7226	27.2167	-0.0168	0.2049	0.5024
O	11.3986	15.4451	24.4353	0.0383	-0.3159	-0.0643
O	4.479	15.7055	26.8487	0.2558	-0.2979	-0.4933
O	14.7045	17.5783	25.0634	0.1668	0.4041	0.267
O	11.0909	3.9904	27.7317	-0.0007	-0.3968	-0.4199
O	4.3559	15.4377	23.0117	-0.3196	0.1736	-0.3436
O	10.6715	7.8196	27.7677	0.0367	0.1846	-0.0274
O	8.0782	8.1104	27.472	0.0855	0.5706	-0.2568
O	5.0086	14.9687	29.304	0.0437	-0.5384	-0.1314
O	11.5426	17.4436	22.6083	0.1838	-0.1339	-0.4663
O	7.0437	6.4829	25.6638	0.4612	0.0839	-0.1887
O	28.2028	16.3933	26.4392	0.373	-0.2134	0.2558
O	16.899	7.8798	31.4161	0.0224	0.3897	-0.2355
O	22.4995	4.0715	31.1075	-0.2142	0.2437	0.0915
O	19.9588	3.9736	31.5497	-0.1482	0.3097	-0.5296
O	22.1492	7.3062	31.0997	-0.1489	-0.7098	0.0473
O	19.999	11.6895	31.577	-0.0628	0.3446	-0.1453
O	22.0465	11.5281	29.9698	0.1599	0.4682	-0.4618
O	19.8673	15.638	31.5416	-0.0907	-0.2982	-0.4908
O	22.4514	15.5247	31.1816	-0.0076	-0.5483	0.2387
O	24.2077	11.9481	31.5236	0.1974	0.3384	-0.2129
O	15.0696	3.5244	30.7476	0.106	-0.3424	0.1054
O	29.6784	6.8534	31.1006	-0.2563	-0.4078	0.1266
O	27.6448	11.5592	31.493	-0.2326	0.1881	-0.3336
O	30.1569	11.7548	30.8938	-0.131	0.2289	0.2936
O	14.4451	15.2051	30.8167	-0.1106	-0.2256	0.3499
O	16.5727	17.2369	19.079	0.2113	0.5593	-0.1516
O	13.918	9.6144	17.8093	-0.1835	0.2473	-0.0394
O	14.9086	12.9937	18.33	-0.2943	-0.4768	0.0702
O	17.2398	13.3852	17.2821	-0.1287	0.1566	0.0721
O	2.6391	9.9856	19.9194	0.1337	0.305	0.1325
O	20.8544	15.1496	19.8489	0.1496	0.2728	-0.2053
O	19.5561	13.3018	18.4676	0.3794	-0.4014	0.1873
O	20.3905	9.5047	18.2418	0.0661	-0.2686	0.0759
O	23.0063	9.3809	18.3509	0.2334	-0.0796	0.5556
O	23.3267	13.3804	18.3811	0.0299	0.3003	0.1956
O	28.2207	4.863	19.1843	0.3353	-0.4962	-0.3399
O	26.0316	6.0019	18.3987	-0.2893	0.433	0.2284
O	26.7795	9.4244	18.363	-0.3948	-0.177	0.6237
O	21.7618	11.5178	19.2677	-0.5543	0.4903	-0.3014
O	12.8762	13.4667	19.8142	-0.2002	0.1245	0.3214
O	17.5319	18.416	29.8518	0.3914	0.2383	0.0937
O	16.8086	5.4757	30.2917	0.5135	0.2465	-0.1146
O	17.8531	9.295	28.3689	0.4819	-0.1173	0.3054
O	17.1952	11.1153	30.0794	0.2135	-0.403	-0.1043
O	19.3486	12.4535	25.868	-0.0762	0.0936	0.0549
O	16.567	13.6298	30.5676	0.6193	0.1192	-0.2592
O	16.4949	16.0646	29.5631	-0.2863	-0.0302	-0.3676
O	18.9067	16.4537	28.6527	0.4682	0.0356	0.1891
O	32.9177	4.5518	25.9456	-0.254	0.0821	-0.0515
O	20.5861	9.3475	30.4728	0.1967	0.1751	-0.006
O	20.5803	2.4857	22.3293	0.1257	0.295	0.3069
O	19.6002	11.2293	29.004	0.1915	0.4258	-0.4581
O	21.1001	17.4701	30.0655	0.0193	-0.0412	-0.4962
O	24.9049	4.5322	30.082	0.3661	0.3621	-0.0648
O	20.4547	4.7485	25.5573	0.0584	-0.2916	-0.1213
O	24.3743	7.5913	29.6697	0.1965	-0.2374	0.1479
O	23.4122	9.58	30.996	-0.3056	0.3006	0.4869
O	24.4157	10.99	28.9882	0.2653	-0.2377	-0.0445
O	24.2308	17.4922	30.8122	0.2176	0.1193	-0.1229
O	24.7129	15.1363	29.9386	-0.1595	-0.3958	-0.1769
O	28.0627	6.055	27.7704	0.1619	0.0853	-0.2616
O	28.1682	4.3624	29.7554	0.0369	0.3312	0.0026
O	27.5718	7.7211	29.7683	-0.3534	0.1085	0.0993
O	24.0088	12.8765	27.1454	-0.1308	0.1719	0.4187
O	28.4803	10.8385	29.0559	-0.5785	0.3031	0.0099
O	28.1411	17.3043	30.7053	-0.1111	0.0479	-0.3556
O	27.3573	14.8725	30.141	0.2361	-0.3215	-0.2956
O	26.2226	11.4755	27.0184	0.0135	-0.4045	-0.2963
O	14.3379	2.3073	20.3485	-0.405	0.272	0.0097
O	28.4903	7.4268	18.6729	-0.1268	-0.0309	-0.3601
O	14.7633	5.7922	20.1171	-0.2039	0.3895	0.382
O	19.079	9.4655	21.3779	0.1931	0.1594	-0.039
O	28.6303	9.484	20.2855	-0.0236	0.4389	0.0929
O	14.8826	15.2229	19.6962	0.0109	-0.05	0.0931
O	15.1707	12.8918	20.9882	0.2016	0.3044	0.0756
O	18.7662	2.3932	20.3859	-0.4119	0.2355	0.3163
O	20.8317	4.559	29.1244	0.2719	-0.2338	-0.4891
O	17.2348	5.063	19.4718	0.4483	-0.4127	0.2348
O	17.266	7.5541	18.655	0.0105	-0.1016	0.1463
O	18.2934	15.3659	19.4369	-0.543	-0.2387	-0.0967
O	19.198	13.5287	21.1203	-0.2155	-0.5333	0.0418
O	21.3442	2.5568	19.8114	0.3484	-0.3557	0.2901
O	16.9059	11.0821	21.9598	0.2023	0.202	0.1742
O	22.5861	13.4784	20.8721	-0.0873	-0.1306	0.6719
O	23.3885	15.8005	19.8769	-0.4222	0.1697	-0.5691
O	25.4058	16.5986	21.317	0.6124	0.0285	0.3014
O	25.8673	3.5356	19.2468	-0.3799	-0.2561	0.3284
O	23.7773	3.273	28.111	-0.0789	-0.158	0.4047
O	26.3276	5.516	20.9467	-0.0205	-0.0188	0.0556
O	24.5124	5.5421	22.8757	-0.0734	0.094	0.6119
O	26.7723	12.1355	19.9556	0.6115	-0.4431	-0.1929
O	25.6922	14.5141	19.7918	-0.3303	-0.1732	0.0653
O	12.3905	13.6668	26.0609	0.4091	0.1071	-0.108
O	32.614	17.48	24.9803	0.5313	-0.0572	-0.1856
O	16.8031	6.4908	21.6443	0.5672	-0.1233	0.1393
O	31.2487	4.4098	21.7996	0.2863	0.0108	0.3053
O	25.9176	13.0634	29.008	0.0892	-0.3462	0.2975
O	20.2392	13.1698	23.5131	0.2551	0.11	-0.1368
O	21.9227	12.758	25.5433	-0.0207	0.2672	0.0773
O	29.6018	11.1188	22.0685	-0.2324	0.3512	-0.0188
O	18.5245	13.9679	27.8895	-0.1904	-0.0827	0.1952
O	24.3544	5.79	27.8071	-0.2125	-0.1386	-0.6263
O	21.278	16.5715	24.5203	0.5187	0.0118	-0.0037
O	20.08	4.6043	20.8944	-0.6497	0.3297	0.4596
O	18.6033	6.5345	25.0986	0.3492	-0.1494	-0.469
O	21.5963	9.3354	20.6345	0.3286	0.0333	0.3209
O	26.2437	15.3856	27.8201	-0.2819	0.5696	-0.1701
O	22.0663	4.7615	23.4495	-0.3954	0.0541	-0.2497
O	24.3973	16.6755	23.6788	-0.4619	0.0261	0.0095
O	20.7311	10.7781	24.3719	0.3227	0.1263	-0.142
O	7.0928	6.7519	21.3507	0.4146	0.2756	0.1438
O	22.9836	3.8362	25.6602	0.3322	-0.0646	-0.015
O	23.7452	3.2174	22.0159	-0.4116	-0.3865	-0.1079
O	28.8357	3.5662	22.5794	-0.0731	0.2917	-0.3682
O	27.715	3.2501	24.9769	-0.5187	0.025	0.3345
O	27.9018	9.3005	22.8085	0.3309	-0.0902	0.6058
O	25.9186	9.8797	21.1729	-0.0614	-0.5561	-0.6181
O	17.6682	13.857	23.2446	-0.2169	-0.2294	-0.1329
O	25.6305	12.1854	22.3488	0.1285	0.7277	0.0415
O	23.6329	14.6533	25.2036	-0.5533	0.0585	-0.1995
O	18.8109	9.087	24.8755	-0.2443	0.4578	0.1609
O	19.3583	17.5582	26.047	0.0757	-0.0681	-0.0559
O	24.3122	16.991	26.2267	0.4898	-0.1183	0.2252
O	21.351	6.8346	27.7823	0.3477	0.3093	0.1996
O	30.673	9.9168	27.8665	0.3777	0.5314	0.0121
O	24.2313	11.5732	20.1336	0.0943	-0.5576	-0.237
O	22.066	15.6873	22.1681	0.384	-0.0438	0.3519
O	19.0327	5.6956	27.5924	-0.4415	0.1543	0.3372
O	30.9881	17.4408	22.8444	0.4085	-0.1746	-0.3713
O	29.1255	9.3813	31.1308	0.5189	0.0903	0.1196
O	30.2901	8.5554	22.1055	-0.0974	-0.2618	0.1471
O	28.7468	11.1979	26.493	0.1959	-0.0791	-0.4825
O	21.2417	8.632	25.7795	-0.0785	0.1409	0.2263
O	17.4617	11.6805	27.5079	-0.3263	0.0158	-0.1569
O	21.8022	17.3368	26.9919	-0.2772	-0.0682	0.5758
O	26.1404	15.3844	25.2011	0.3193	-0.0199	-0.6299
O	20.325	15.2556	26.6522	0.0506	-0.4202	-0.2863
O	10.1023	9.5217	23.7083	-0.5238	-0.3021	0.246
O	28.4485	8.6921	27.4521	-0.0897	-0.0637	-0.6098
O	16.713	7.9149	23.8206	-0.4154	-0.0303	0.2958
O	16.0142	7.5393	28.891	-0.0973	-0.1485	-0.1949
O	30.1029	17.6755	25.3061	0.1918	0.1862	0.1567
O	3.3224	9.3305	25.3974	-0.2316	0.5648	0.2568
O	26.3202	4.0527	27.9044	0.0442	-0.3632	-0.5815
O	17.8252	4.1756	25.812	-0.5042	0.221	-0.3283
O	16.8227	7.9866	26.3825	-0.0667	-0.0356	0.0384
O	25.9552	7.6104	22.5414	-0.4155	0.0417	0.2138
O	19.5207	15.568	22.7897	-0.2964	0.3813	0.1278
O	26.0392	7.7941	27.6542	0.0594	0.2722	-0.4337
O	23.4707	8.1663	27.179	0.0377	0.5734	-0.1886
O	31.9543	17.9044	27.5264	-0.6494	0.0742	-0.1206
O	12.6295	6.0909	27.2101	0.2551	0.0405	-0.5783
O	6.7404	8.3346	19.2175	0.4712	-0.1855	0.1
O	20.7831	8.5149	23.1183	0.2871	-0.248	0.0403
O	32.1017	8.3149	23.9736	-0.3964	0.2089	0.0911
O	26.2495	3.0235	22.8726	-0.1123	0.005	0.0432
O	22.5059	6.4029	25.4453	0.577	0.0988	-0.4243
O	15.4838	12.5961	23.6172	-0.6102	-0.2156	0.2296
O	20.4009	7.1122	20.9132	-0.0907	-0.2647	-0.1852
O	3.7077	10.231	22.2566	0.0369	0.3717	0.4021
O	25.5453	9.9707	23.7579	-0.1226	-0.4495	0.6254
O	22.5982	5.4595	21.0407	0.3207	0.2305	-0.2026
O	8.7323	4.9847	22.2129	-0.065	-0.1807	0.1992
O	4.9235	8.1701	21.1023	-0.4746	-0.2029	-0.0819
O	24.3267	12.1541	24.6396	-0.3777	0.006	-0.0185
O	27.7463	13.6945	26.4733	0.421	0.0536	0.131
O	31.1976	7.6092	29.0536	-0.2537	-0.3327	-0.135
O	3.5589	5.947	27.6755	-0.3364	0.0374	0.2897
O	6.3055	10.3495	21.7931	0.4422	0.0707	0.182
O	11.2565	4.7	22.8374	0.0834	0.3064	0.1596
O	30.64	15.5158	19.5815	0.2728	-0.1923	0.3057
O	20.7888	14.8979	29.2283	0.3088	-0.614	0.0258
O	16.9296	13.4942	25.7457	-0.3282	0.117	0.4511
O	32.2409	13.4319	25.7249	-0.4361	-0.1721	0.2192
O	30.4573	13.3081	20.9261	0.0785	0.2258	0.1275
O	6.3071	4.2727	21.1348	0.0167	0.1806	-0.2271
O	19.8269	6.8739	29.9059	-0.3989	-0.0009	-0.1354
O	6.7263	11.4367	29.9335	-0.0121	0.4839	-0.206
O	26.996	12.0222	24.6049	0.4173	0.0943	-0.3198
O	12.8164	16.4104	26.3412	0.1613	-0.1374	0.2955
O	30.7982	12.9027	23.5221	-0.3001	0.0478	0.2656
O	5.701	8.6128	26.3317	0.0011	0.0417	0.1127
O	27.109	5.377	23.4427	0.3885	0.4597	0.2867
O	28.7902	3.4833	27.314	0.4441	-0.0527	0.2258
O	5.073	4.4386	29.1932	-0.3885	-0.2926	-0.588
O	6.6397	13.0801	25.3807	-0.1499	0.4628	0.0233
O	5.3027	8.7273	23.6754	0.1593	-0.2436	0.1463
O	15.5705	15.1421	24.3064	-0.7114	-0.1452	-0.0053

Results
total energy: -213355.284 eV
total energy less fixed offsets of O -438.35, Si -107.03 eV per atom: -7.754 eV
